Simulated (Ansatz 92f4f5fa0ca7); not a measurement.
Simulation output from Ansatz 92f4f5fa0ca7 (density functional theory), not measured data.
Periodic cell of 406 atoms, Si266O140, from a study of silicon, its oxide and their interface. The atomic structure is a simulated model.
Doubt: the cutoff is far below the 930 eV that the study's wrapper takes by default for these files, so forces and energies are approximate.

Settings
functional: PBE
potential files: Ansatz PAW
basis: plane waves
wave-function cutoff: 580 eV
density cutoff ratio: 5
exchange-correlation grid ratio: 1
k mesh: 1 x 1 x 1, Gamma-centred
self-consistency stop: 5e-08 eV per atom in the density residual
occupations: fixed
spin: none
net charge: 0

Cell vectors (angstrom)
a	15.4687	0	0
b	0	12.8259	0
c	0	0	36.13

Atoms: element, x, y, z (angstrom)
Si	-0.0056	1.1659	33.4494
Si	3.8801	1.169	33.4667
Si	7.731	1.1753	33.4599
Si	11.6297	1.1654	33.4679
Si	1.917	7.58	33.4475
Si	5.7744	7.5835	33.4733
Si	9.6817	7.5851	33.4612
Si	13.533	7.5743	33.4654
Si	1.9336	5.247	33.8631
Si	5.8008	5.247	33.8631
Si	9.6679	5.247	33.8631
Si	13.5351	5.247	33.8631
Si	0	11.6599	33.8631
Si	3.8672	11.6599	33.8631
Si	7.7343	11.6599	33.8631
Si	11.6015	11.6599	33.8631
Si	0	4.664	35.0998
Si	3.8672	4.664	35.0998
Si	7.7343	4.664	35.0998
Si	11.6015	4.664	35.0998
Si	1.9336	11.0769	35.0998
Si	5.8008	11.0769	35.0998
Si	9.6679	11.0769	35.0998
Si	13.5351	11.0769	35.0998
Si	0	2.332	35.512
Si	3.8672	2.332	35.512
Si	7.7343	2.332	35.512
Si	11.6015	2.332	35.512
Si	1.9336	8.745	35.512
Si	5.8008	8.745	35.512
Si	9.6679	8.745	35.512
Si	13.5351	8.745	35.512
Si	1.9336	1.749	0.6188
Si	5.8008	1.749	0.6188
Si	9.6679	1.749	0.6188
Si	13.5351	1.749	0.6188
Si	0	8.162	0.6188
Si	3.8672	8.162	0.6188
Si	7.7343	8.162	0.6188
Si	11.6015	8.162	0.6188
Si	0	5.83	1.031
Si	3.8672	5.83	1.031
Si	7.7343	5.83	1.031
Si	11.6015	5.83	1.031
Si	1.9336	12.2429	1.031
Si	5.8008	12.2429	1.031
Si	9.6679	12.2429	1.031
Si	13.5351	12.2429	1.031
Si	1.9336	5.247	2.2678
Si	5.8008	5.247	2.2678
Si	9.6679	5.247	2.2678
Si	13.5351	5.247	2.2678
Si	0	11.6599	2.2678
Si	3.8672	11.6599	2.2678
Si	7.7343	11.6599	2.2678
Si	11.6015	11.6599	2.2678
Si	1.9336	2.915	2.68
Si	5.8008	2.915	2.68
Si	9.6679	2.915	2.68
Si	13.5351	2.915	2.68
Si	0	9.328	2.68
Si	3.8672	9.328	2.68
Si	7.7343	9.328	2.68
Si	11.6015	9.328	2.68
Si	0.4966	-0.1766	26.9433
Si	3.622	-0.0246	26.7898
Si	8.2424	0.04	27.0877
Si	11.3345	0.0231	26.807
Si	1.4418	6.4158	26.866
Si	6.0794	6.3908	26.9391
Si	9.2188	6.6214	27.1694
Si	13.7439	6.1211	26.6971
Si	1.8458	4.1216	27.1271
Si	5.7939	4.0697	27.299
Si	9.4652	4.3229	27.1938
Si	13.5619	3.8128	27.0707
Si	0.0799	10.3358	27.0337
Si	3.9137	10.483	27.3433
Si	7.7824	10.592	27.3373
Si	11.7031	10.5608	27.1393
Si	-0.0128	3.3802	28.4151
Si	3.7887	3.5504	28.421
Si	7.7156	3.5381	28.5592
Si	11.5281	3.5193	28.2521
Si	1.9221	9.8764	28.4678
Si	5.8578	9.987	28.5635
Si	9.7566	9.9463	28.4249
Si	13.6083	9.8715	28.3352
Si	0.1115	1.0794	28.9505
Si	3.8702	1.2052	28.8809
Si	7.8692	1.2458	29.0751
Si	11.5861	1.2251	28.8721
Si	1.837	7.5702	28.9369
Si	5.779	7.629	28.9768
Si	9.6209	7.7247	29.1433
Si	13.471	7.5103	28.7535
Si	2.0052	0.5913	30.2287
Si	5.8269	0.628	30.1383
Si	9.7623	0.6353	30.2744
Si	13.5522	0.5712	30.0836
Si	-0.1004	6.984	30.1364
Si	3.8172	7.0031	30.146
Si	7.6791	7.0783	30.2861
Si	11.6095	6.9971	30.1397
Si	-0.0408	4.6232	30.5002
Si	3.821	4.6684	30.5331
Si	7.7193	4.7183	30.6103
Si	11.5767	4.6418	30.4382
Si	1.9293	11.0661	30.5528
Si	5.822	11.1268	30.6087
Si	9.7254	11.1016	30.5384
Si	13.5622	11.0369	30.4661
Si	1.8988	4.087	31.7929
Si	5.7674	4.0951	31.8005
Si	9.6802	4.1059	31.7933
Si	13.4961	4.0628	31.7653
Si	-0.0059	10.4904	31.794
Si	3.8677	10.4926	31.807
Si	7.776	10.5297	31.8052
Si	11.6391	10.486	31.7873
Si	1.9459	1.7691	32.2609
Si	5.7971	1.7677	32.2158
Si	9.6942	1.7969	32.2979
Si	13.5368	1.7257	32.1785
Si	-0.026	8.1552	32.2109
Si	3.8512	8.1614	32.217
Si	7.7192	8.2225	32.3143
Si	11.6224	8.1523	32.2148
Si	0	2.332	3.9167
Si	3.8672	2.332	3.9167
Si	7.7343	2.332	3.9167
Si	11.6015	2.332	3.9167
Si	1.9336	8.745	3.9167
Si	5.8008	8.745	3.9167
Si	9.6679	8.745	3.9167
Si	13.5351	8.745	3.9167
Si	1.9258	6.4094	4.3172
Si	5.8104	6.4046	4.3233
Si	9.6444	6.4074	4.3253
Si	13.5301	6.4094	4.3103
Si	0.0256	12.8301	4.3454
Si	3.8459	12.8262	4.3301
Si	7.7628	12.8324	4.3119
Si	11.6145	12.8325	4.3256
Si	-0.0137	5.8057	5.5371
Si	3.8669	5.7799	5.513
Si	7.7262	5.8247	5.6005
Si	11.5916	5.8081	5.514
Si	1.9408	12.2918	5.6625
Si	5.8134	12.2338	5.485
Si	9.689	12.2437	5.5605
Si	13.55	12.2598	5.5627
Si	0.0218	3.4756	5.9929
Si	3.8601	3.4639	5.9782
Si	7.7516	3.4732	5.982
Si	11.6129	3.4791	5.956
Si	1.9056	9.9324	5.9775
Si	5.8457	9.929	5.9355
Si	9.6668	9.9186	5.9911
Si	13.4813	9.943	5.955
Si	1.9566	2.9864	7.3174
Si	5.8036	2.8588	7.1814
Si	9.7059	2.8915	7.2244
Si	13.5347	2.8604	7.1901
Si	-0.0836	9.3753	7.2008
Si	3.9042	9.2932	7.0838
Si	7.7356	9.3314	7.2432
Si	11.5904	9.3465	7.2598
Si	-0.058	7.0383	7.541
Si	3.8657	6.9885	7.5155
Si	7.715	7.0101	7.679
Si	11.5574	6.9919	7.5473
Si	1.9947	13.436	7.8166
Si	5.8141	13.2929	7.5757
Si	9.7357	13.3755	7.6399
Si	13.6431	13.3401	7.6808
Si	1.9006	6.8023	8.784
Si	5.7418	6.4533	8.8825
Si	9.6849	6.4122	8.858
Si	13.4706	6.4268	8.7793
Si	0.0837	12.7589	9.0888
Si	3.9782	12.5888	8.9162
Si	7.7672	12.7764	8.8147
Si	11.6791	12.774	8.8895
Si	1.9153	4.3738	9.3179
Si	5.8417	4.1426	9.1639
Si	9.6981	4.0596	9.2985
Si	13.4303	4.1092	9.1804
Si	-0.0359	10.3573	9.3846
Si	3.8478	10.2526	9.2058
Si	7.7219	10.4471	9.3506
Si	11.6056	10.4667	9.4144
Si	-0.084	3.6765	10.3424
Si	3.9304	3.6777	10.3889
Si	7.7075	3.4457	10.4106
Si	11.609	3.4381	10.5544
Si	1.8931	9.0614	10.0107
Si	5.7449	9.9246	10.5519
Si	9.6326	9.9197	10.66
Si	13.5285	9.8231	10.6835
Si	-0.4192	1.4388	10.9757
Si	4.9621	0.7979	10.8861
Si	7.3664	1.1426	10.8019
Si	11.9035	1.143	10.9571
Si	2.332	7.9198	11.9869
Si	5.3346	7.6991	10.9506
Si	10.0049	7.5348	10.9626
Si	13.1857	7.5354	10.8902
O	15.2822	17.3027	11.8052
O	4.7316	13.1366	12.4501
O	2.0246	0.1639	26.342
O	9.7355	0.2738	26.3596
O	11.6079	7.342	11.3727
O	3.8274	7.3866	11.5656
O	-0.1469	6.5615	26.3353
O	7.6605	6.7903	26.5946
O	-1.9701	1.0325	11.4637
O	10.9335	13.2899	12.1242
O	5.7103	10.7166	12.0593
O	16.8138	6.6299	12.0986
O	3.9002	27.7026	10.668
O	6.3446	7.3234	12.1923
O	7.599	4.3735	11.7974
O	11.8073	4.2385	12.0275
O	-1.3083	6.8863	12.0631
O	0.4992	14.3036	12.3438
O	13.523	10.4568	12.2738
O	9.1419	6.6019	12.0208
O	8.2623	13.3172	12.0819
O	9.5962	10.9473	11.9964
O	2.2901	8.7386	13.4248
O	4.1054	4.2775	11.9252
O	4.5479	0.6992	25.5972
O	3.9108	9.3803	26.092
O	8.9197	4.1685	25.5861
O	5.7755	3.072	25.9478
O	0.0635	9.5372	25.5181
O	5.0909	6.9845	25.7464
O	7.107	0.7034	26.1299
O	7.6155	9.8691	25.8446
O	11.944	9.9149	25.6068
O	2.4385	7.1204	25.7372
O	12.6521	6.4612	25.4671
O	13.6449	2.8445	25.66
O	14.8844	0.487	25.9162
O	1.7782	3.4124	25.5961
O	10.1918	7.3557	26.0367
O	12.2549	0.5813	25.5272
Si	5.0225	9.3455	18.0579
Si	6.9333	7.1412	22.8907
Si	5.9517	1.5533	25.3915
Si	2.577	2.335	19.3609
Si	3.8996	10.0623	20.7673
Si	9.578	12.4802	12.5944
Si	11.2223	4.4263	13.5303
Si	1.2621	1.8908	13.7136
Si	4.0506	4.879	19.5542
Si	14.9955	2.2216	19.7742
Si	15.2732	9.1929	23.9335
Si	12.115	9.5927	24.0232
Si	3.8108	7.9385	25.3702
Si	8.9116	4.9445	24.1389
Si	14.5275	10.422	13.5503
Si	3.8628	3.5951	13.377
Si	6.5389	7.1475	13.7884
Si	0.8611	6.3817	22.6983
Si	13.6957	1.2795	25.1485
Si	12.5702	3.1737	15.8466
Si	8.6377	8.5091	15.3699
Si	11.2942	7.0216	15.1922
Si	6.0404	14.1292	22.3664
Si	8.9859	11.6299	15.5683
Si	9.277	3.625	21.509
Si	8.4746	5.3119	12.7881
Si	3.8543	7.4944	22.3622
Si	15.5553	6.353	17.4344
Si	1.6114	12.2896	15.7312
Si	3.754	3.2401	21.8701
Si	4.7174	11.6091	13.0033
Si	9.7317	10.7765	22.4443
Si	7.2302	4.6184	19.2798
Si	14.3036	11.3667	16.3603
Si	8.8197	0.6152	20.8971
Si	2.0194	10.3436	13.5766
Si	9.2138	8.0562	20.8422
Si	-0.0652	4.4392	15.1886
Si	11.2126	5.6592	20.4347
Si	7.6597	7.6423	18.312
Si	5.654	3.1702	15.6011
Si	4.0872	13.7178	17.1939
Si	9.8323	13.3601	17.9484
Si	4.3102	5.7203	15.3312
Si	10.7117	4.9885	17.3699
Si	15.4045	5.9338	12.5146
Si	2.9877	7.1245	17.7542
Si	1.6495	3.6052	23.989
Si	7.2268	10.0272	24.2851
Si	4.774	11.4565	23.1003
Si	-1.5107	8.5123	15.7198
Si	11.1956	6.8875	24.8269
Si	15.4636	1.146	22.6903
Si	1.8573	11.2804	22.6053
Si	8.3648	3.1122	16.9395
Si	5.8544	11.5734	16.031
Si	14.4058	5.3738	20.2525
Si	12.8731	13.6882	17.7264
O	8.1932	7.896	16.8064
O	1.3771	7.2352	17.899
O	11.6433	3.1839	14.5091
O	14.6035	7.2249	16.4471
O	7.6252	5.9439	23.7984
O	-0.0455	5.6561	14.1148
O	10.5227	7.074	20.8845
O	11.1021	6.3953	16.6794
O	3.1036	3.7828	18.787
O	11.471	8.1054	23.7824
O	2.506	10.9016	21.1095
O	8.0713	4.3406	20.6498
O	2.7608	2.4096	13.3447
O	3.7262	8.4621	21.0429
O	5.2644	2.618	21.7768
O	9.5405	2.0589	21.1422
O	8.5043	10.6872	23.5114
O	9.6104	9.5184	21.4201
O	7.5661	3.3472	18.3284
O	7.3243	8.4463	14.3963
O	2.0749	10.83	15.14
O	4.9213	12.9671	22.521
O	0.7617	2.4298	23.3171
O	5.2635	3.0181	14.016
O	16.0232	5.0136	16.5994
O	11.8599	3.8632	17.1407
O	0.5555	10.7576	12.9738
O	3.1685	3.4513	23.3678
O	6.512	1.6681	23.8676
O	9.5544	12.371	14.2331
O	15.7928	11.9826	16.6887
O	2.7558	2.2729	20.9872
O	11.7503	5.8494	14.1524
O	7.4813	5.8329	13.9769
O	8.8548	3.7232	23.0709
O	5.3834	6.7866	22.3694
O	2.4269	6.6776	22.2978
O	5.0834	11.5726	14.5935
O	5.6527	10.1439	16.787
O	5.6285	4.6007	19.421
O	8.7424	8.3342	19.3084
O	5.3823	4.7212	16.075
O	12.9127	1.655	16.291
O	9.7674	12.0938	16.924
O	0.8166	10.1127	23.0314
O	4.5009	10.3236	19.2726
O	15.0315	1.3471	21.1396
O	9.8735	7.6612	14.7323
O	9.2888	1.7968	17.0798
O	6.8766	8.5541	23.6983
O	3.7586	4.7038	21.1478
O	10.6911	4.4137	21.3417
O	3.1835	11.1134	12.7568
O	3.3752	4.8362	14.3292
O	-0.0583	6.0283	21.3716
O	1.0122	12.6751	22.6866
O	5.1302	6.9191	14.5843
O	5.3278	12.6802	17.109
O	10.3621	5.7303	24.0197
O	3.802	8.2912	23.7816
O	3.5772	14.0454	18.7076
O	10.6471	5.2925	18.9492
O	13.8741	4.0425	15.5074
O	11.2177	10.664	23.1443
O	9.1792	10.025	15.4745
O	14.1118	9.7847	16.7437
O	12.8383	5.742	20.5686
O	0.6371	3.0826	14.6382
O	3.2774	6.3257	16.3894
O	7.9365	7.3718	21.6083
O	3.6578	8.5844	17.6111
O	11.3813	13.6398	18.3842
O	5.9211	11.0312	24.1767
O	14.7317	5.9772	18.7763
O	7.2396	2.8409	15.7827
O	0.9345	5.0376	23.6387
O	14.0659	1.032	23.5592
O	3.6469	6.351	19.0287
O	2.8114	0.1553	16.5364
O	0.1407	7.6438	23.4748
O	14.6651	8.9559	14.3037
O	4.6022	2.2457	16.4507
O	13.8903	14.3947	18.7783
O	7.4006	11.9385	15.744
O	6.1744	8.29	18.5401
O	7.2604	13.6235	21.3983
O	14.6171	3.7564	20.1743
O	13.6992	9.571	23.5746
O	5.0677	10.5078	21.8066
O	13.2824	12.1676	17.3251
O	3.1985	11.3292	23.5796
O	1.2304	0.5061	14.5541
O	8.9247	13.1148	19.2918
O	9.3228	4.4191	16.7088
O	14.0399	11.482	14.7247
O	9.581	12.2237	21.6886
O	7.634	6.0463	18.6189
O	0.9934	2.1398	19.0225
O	9.6025	4.3972	13.506
O	12.4056	8.1955	15.3334

Results
free energy: -248724.449 eV
free energy less fixed offsets of O -568.88, Si -635.61 eV per atom: -8.989 eV

Forces (eV/angstrom), in the order of the atoms: element, x, y, z
Si	-0.0017	-0.0009	-0.0298
Si	-0.0191	-0.0002	-0.0259
Si	-0.0064	-0.0577	-0.029
Si	-0.0168	0.0202	0.0093
Si	0.0077	-0.0123	-0.0123
Si	0.0226	-0.0236	-0.0089
Si	-0.0026	-0.0512	-0.0083
Si	0.0211	0.0324	-0.0151
Si	-0.0871	0.0473	-0.0553
Si	-0.0774	0.0633	0.039
Si	0.1063	0.148	-0.0115
Si	-0.0841	-0.1277	-0.2016
Si	-0.0482	-0.0209	-0.05
Si	-0.063	0.0282	0.0365
Si	0.127	0.2239	0.0985
Si	0.0795	-0.0287	-0.0802
Si	0.0232	-0.0396	-0.0453
Si	0.0305	-0.0104	-0.0216
Si	-0.0043	-0.0365	-0.0505
Si	-0.0194	-0.0037	-0.014
Si	0.0064	0.0083	-0.0139
Si	-0.0195	-0.0513	-0.0515
Si	-0.0072	-0.0128	-0.0133
Si	0.0155	-0.0123	-0.0223
Si	-0.0472	-0.0153	0.0101
Si	0.0521	0.0176	0.1281
Si	-0.0321	0.0363	0.0921
Si	0.1343	0.0058	0.1302
Si	-0.0503	0.007	0.003
Si	-0.1181	0.0439	0.1886
Si	0.079	0.0227	0.0848
Si	-0.0085	0.0055	0.1037
Si	-0.0023	0.0069	-0.0248
Si	-0.0046	0.0304	0.0203
Si	-0.0038	-0.0051	-0.0216
Si	-0.0078	0.0421	0.0334
Si	-0.0153	0.005	-0.0054
Si	0.0213	0.0061	0.0119
Si	0.0353	-0.0096	-0.035
Si	-0.0274	0.0254	0.0079
Si	-0.0232	0.0015	-0.0043
Si	-0.0252	0.0132	0.0171
Si	0.0129	-0.0009	-0.0222
Si	0.0201	0.0156	0.0172
Si	-0.0119	-0.0192	-0.0069
Si	0.0157	0.0495	0.0421
Si	0.0067	0.0034	-0.0055
Si	-0.0168	0.0207	0.0367
Si	-0.02	-0.0039	-0.1345
Si	0.0656	-0.0313	-0.0852
Si	-0.0847	-0.0334	-0.0787
Si	-0.0104	-0.0285	-0.1528
Si	0.1047	0.0155	0.1083
Si	-0.1162	-0.0402	0.0012
Si	0.0827	-0.0279	-0.111
Si	0.0423	-0.0057	-0.001
Si	-0.0048	-0.0012	0.0234
Si	0.0005	0.0063	0.0434
Si	-0.0015	0.0213	-0.0052
Si	0.0094	0.0008	0.0366
Si	0.0143	-0.0123	0.0023
Si	-0.0191	0.006	0.0284
Si	-0.0339	-0.0269	-0.012
Si	0.0363	-0.0409	-0.0041
Si	-0.0778	0.5117	-0.1942
Si	0.0161	0.4789	-0.0195
Si	-0.128	0.5186	-0.0416
Si	-0.0736	0.5502	-0.2147
Si	0.1259	0.5082	-0.0462
Si	0.0726	0.696	0.081
Si	0.108	0.4157	-0.1387
Si	-0.1302	0.5693	-0.0547
Si	-0.0981	-0.3914	-0.3393
Si	-0.0894	-0.5727	-0.27
Si	-0.0528	-0.0582	-0.2623
Si	0.053	-0.5605	-0.4522
Si	0.0732	-0.316	-0.5893
Si	-0.0548	-0.3519	-0.2988
Si	-0.0055	-0.307	-0.2623
Si	0.1116	-0.3405	-0.5006
Si	0.1372	0.0665	0.2504
Si	0.0032	0.0997	0.1232
Si	0.0739	0.0295	0.18
Si	-0.1465	0.044	0.1844
Si	0.0141	0.0442	0.258
Si	-0.0056	-0.0099	0.1454
Si	0.0337	0.0386	0.2973
Si	-0.0562	0.0579	0.2574
Si	-0.0203	-0.1881	0.003
Si	0.091	-0.2482	-0.1686
Si	-0.0984	-0.2205	-0.0316
Si	0.1601	-0.1795	-0.132
Si	0.112	-0.1688	-0.0769
Si	-0.0406	-0.1598	-0.1335
Si	-0.0789	-0.05	-0.0538
Si	0.0309	-0.254	-0.0997
Si	0.0144	-0.0495	-0.0348
Si	0.0386	-0.0091	-0.1062
Si	0.0437	-0.0705	0.0394
Si	0.0236	-0.0451	-0.1009
Si	-0.0211	-0.0104	-0.04
Si	-0.0847	-0.0303	-0.0866
Si	-0.0729	-0.1029	0.0247
Si	0.0184	-0.0761	-0.0409
Si	0.017	-0.0024	-0.0327
Si	0.0324	0.0058	0.0199
Si	0.0241	0.0702	-0.0054
Si	0.0102	0.036	-0.0312
Si	-0.0393	0.0469	-0.0059
Si	-0.0454	0.0141	0.0804
Si	-0.0276	0.1225	-0.0731
Si	-0.0204	0.0155	0.0507
Si	-0.0109	0.0513	-0.1423
Si	-0.0089	0.0034	-0.1567
Si	-0.0167	-0.0021	-0.1567
Si	0.0286	0.0232	-0.183
Si	-0.0097	0.074	-0.1426
Si	0.0178	-0.0172	-0.1643
Si	-0.0312	-0.0056	-0.1506
Si	0.0454	-0.0298	-0.1995
Si	0.0296	-0.0787	-0.0225
Si	0.0479	-0.0233	-0.0396
Si	0.0723	-0.0799	-0.038
Si	0.0234	-0.024	-0.0377
Si	-0.0547	-0.0878	-0.0661
Si	-0.0366	-0.0118	-0.043
Si	-0.0493	-0.0922	-0.0583
Si	-0.0293	-0.0014	-0.0491
Si	0.0681	-0.0328	0.0367
Si	-0.0776	-0.1366	-0.0813
Si	0.0971	0.0311	-0.115
Si	-0.0539	-0.069	-0.2343
Si	-0.0938	0.1213	0.0136
Si	0.1404	-0.144	-0.1922
Si	0.0051	-0.0207	0.1098
Si	-0.0978	-0.0021	-0.0363
Si	-0.0008	-0.0209	0.092
Si	-0.019	0.0264	0.0458
Si	0.0177	0.0083	0.0276
Si	-0.0016	0.0101	0.0048
Si	-0.0148	0.0049	0.0122
Si	-0.0162	0.043	0.0298
Si	-0.0232	0.0359	0.0318
Si	0.0182	0.0425	0.037
Si	0.0113	0.0164	0.0181
Si	0.0011	-0.0059	-0.0017
Si	-0.0527	-0.0184	0.0553
Si	0.0183	0.0738	0.0693
Si	0.0378	0.0326	0.0298
Si	0.0807	0.085	0.0541
Si	-0.0186	-0.0113	0.0276
Si	0.0405	0.0307	0.0656
Si	0.0152	0.0005	0.1261
Si	0.0184	0.0076	0.046
Si	0.0247	0.0078	0.1163
Si	-0.009	-0.0353	0.1351
Si	-0.0336	0.009	0.2101
Si	-0.0573	-0.0606	0.1152
Si	0.0186	0.0275	0.156
Si	0.0678	-0.039	0.0828
Si	-0.0827	0.1024	0.0155
Si	-0.0935	-0.1258	0.0204
Si	-0.073	-0.0287	0.0158
Si	0.1149	-0.1024	0.0184
Si	-0.0166	-0.0413	-0.0454
Si	0.1197	-0.0669	-0.0163
Si	0.0005	-0.0038	-0.0393
Si	-0.0278	-0.0638	0.068
Si	-0.123	0.0651	0.0161
Si	0.0758	0.034	-0.0196
Si	-0.0083	0.0315	-0.0018
Si	0.0627	0.1444	0.0009
Si	0.1173	0.0146	0.1908
Si	0.0311	0.1632	-0.0262
Si	0.0257	0.0225	0.1244
Si	-0.0477	-0.0233	0.0532
Si	0.015	-0.0626	0.0597
Si	-0.0689	0.3853	0.0518
Si	-0.027	0.167	0.0706
Si	-0.0541	0.1312	0.1584
Si	-0.1057	0.2532	0.0524
Si	-0.0356	0.0283	0.1093
Si	0.0746	-0.0033	-0.0504
Si	-0.0722	0.1658	0.1067
Si	0.1886	0.1116	-0.2469
Si	0.0065	-0.22	-0.2285
Si	-0.0691	-0.0667	-0.0361
Si	-0.0493	0.1493	-0.1947
Si	0.3432	-0.1896	-0.0843
Si	-0.3607	0.044	-0.0662
Si	-0.0077	-0.0079	-0.1178
Si	0.0121	-0.1	-0.2488
Si	-0.1044	0.1788	0.1239
Si	-0.1919	-0.0305	0.4309
Si	0.0438	0.4991	0.2269
Si	0.1615	0.3976	0.3434
Si	-0.0314	0.0723	-0.2197
Si	-0.1036	0.4076	0.2423
Si	0.0871	0.3259	0.2917
Si	-0.1454	0.3335	0.4098
Si	0.1862	-0.4499	0.1228
Si	-0.4782	-0.0742	-0.1815
Si	0.328	-0.3318	0.2193
Si	-0.0068	-0.5551	0.0238
Si	-0.1282	0.2924	-0.189
Si	0.2682	-0.645	0.1642
Si	0.0225	-0.4523	-0.0281
Si	0.1491	-0.5787	-0.04
O	0.0796	-0.044	-0.0291
O	0.1635	0.0492	-0.0775
O	-0.1156	-0.1863	0.2403
O	-0.0235	-0.1735	0.349
O	-0.1023	0.0996	-0.0323
O	0.0673	-0.0383	0.1049
O	0.0004	-0.0889	0.0655
O	-0.1003	-0.109	0.1236
O	0.0098	0.1423	-0.2205
O	0.0473	0.089	-0.0855
O	0.1327	-0.2696	-0.2805
O	0.1648	-0.0372	0.0229
O	0.1096	0.1554	-0.1597
O	-0.0834	-0.0218	-0.1468
O	0.0195	-0.1677	-0.221
O	0.0307	-0.0738	-0.3213
O	-0.1053	0.0668	-0.0765
O	-0.2132	-0.0785	-0.1591
O	-0.0792	-0.0905	-0.5703
O	0.111	0.0909	-0.0795
O	-0.385	0.1411	-0.2857
O	-0.0379	-0.1313	-0.1982
O	0.0972	-0.2401	-0.1058
O	0.029	0.0949	-0.2869
O	-0.1142	-0.0573	0.1372
O	0.0332	0.0966	0.0516
O	-0.0368	-0.1377	0.3
O	0.0216	0.2047	0.175
O	0.0669	0.1491	0.7584
O	0.1275	-0.1077	0.0944
O	0.0505	0.0122	-0.0306
O	0.0563	-0.0081	0.2955
O	-0.0193	0.1204	0.4917
O	-0.163	-0.0561	0.0587
O	0.3342	-0.1037	0.2383
O	-0.0469	0.3301	0.3037
O	0.0796	0.0269	-0.0164
O	0.0479	0.1279	0.5044
O	0.0776	0.0271	0.1477
O	-0.114	-0.0174	0.2262
Si	-0.0437	0.0237	0.1593
Si	0.0156	-0.0165	-0.3314
Si	0.1399	-0.1316	-0.0875
Si	0.0675	-0.0189	-0.0185
Si	0.0072	-0.0001	-0.0389
Si	0.1516	-0.0489	0.1546
Si	0.092	0.0104	0.2206
Si	0.0607	0.1352	0.2899
Si	-0.0363	-0.0129	-0.063
Si	0.0687	-0.0342	-0.0174
Si	0.0346	0.133	-0.4199
Si	-0.0927	0.2015	-0.3328
Si	-0.0595	0.0179	-0.0939
Si	0.016	-0.0315	-0.1928
Si	-0.0534	0.0131	0.4427
Si	-0.06	0.1217	0.242
Si	-0.1813	0.0446	0.4341
Si	0.1071	0.0207	-0.251
Si	0.02	-0.2551	-0.0454
Si	0.1165	-0.0212	0.2031
Si	-0.0159	0.0401	0.2662
Si	0.0001	0.0601	0.294
Si	-0.1356	-0.0553	-0.3152
Si	-0.1344	-0.1885	0.2733
Si	-0.0372	-0.0512	-0.1572
Si	-0.0987	0.1489	0.1344
Si	0.0659	-0.1197	-0.3214
Si	0.0833	-0.021	0.0716
Si	-0.1003	0.0842	0.2489
Si	0.0899	-0.0661	-0.2101
Si	-0.0265	0.0266	0.2292
Si	0.0529	-0.0124	-0.1939
Si	0.0091	0.0254	-0.0129
Si	0.083	0.0006	0.1082
Si	-0.0013	-0.0122	0.0266
Si	-0.0363	0.0669	0.479
Si	-0.0398	0.0596	-0.063
Si	-0.0726	-0.1932	0.3346
Si	-0.0499	0.0305	-0.099
Si	0.1113	0.0472	0.0774
Si	-0.0774	0.0433	0.1917
Si	0.0048	-0.0004	0.1527
Si	-0.0313	-0.0268	0.0835
Si	0.0554	-0.0463	0.1872
Si	0.0363	0.0084	0.0659
Si	-0.1207	-0.0752	0.1641
Si	-0.0191	-0.0711	0.0483
Si	0.0073	-0.0537	-0.3289
Si	0.0617	0.0094	-0.3697
Si	-0.0963	0.0134	-0.4044
Si	-0.1013	0.0331	0.1779
Si	-0.1869	0.0279	0.04
Si	0.2466	-0.1371	-0.1682
Si	0.13	0.0769	-0.2358
Si	-0.0605	-0.0065	0.1381
Si	0.1544	0.0228	0.3497
Si	0.0315	0.0206	-0.1079
Si	0.0305	0.0889	-0.0822
O	0.0021	-0.0101	-0.1422
O	0.0013	0.0382	0.0276
O	-0.0768	0.0523	-0.2182
O	-0.0157	0.0688	-0.091
O	0.0554	-0.0838	0.1725
O	-0.0336	0.1611	-0.3206
O	0.0672	-0.0601	0.0281
O	0.0179	-0.0019	-0.0878
O	-0.0279	0.0387	-0.0133
O	-0.0478	-0.1396	0.0334
O	-0.0315	-0.0176	0.058
O	-0.0057	-0.027	0.0934
O	-0.0709	-0.1215	-0.0508
O	-0.0469	-0.0613	0.1564
O	0.0288	-0.0072	0.1371
O	0.0382	0.0721	0.0113
O	-0.1363	-0.0146	0.2261
O	-0.0095	0.0354	0.062
O	-0.0189	-0.0165	-0.0082
O	-0.0262	0.0024	-0.1918
O	0.0255	-0.1386	-0.262
O	0.0018	0.0044	0.1324
O	-0.0181	0.0335	0.1446
O	0.0379	-0.0212	-0.1535
O	-0.0224	-0.0183	-0.126
O	-0.0018	-0.0114	-0.0494
O	0.1012	0.0112	-0.2305
O	0.0071	0.0368	0.1726
O	-0.049	0.0697	0.3045
O	0.0429	0.0912	-0.3785
O	-0.0271	-0.0508	-0.0924
O	-0.005	0.0206	0.0997
O	0.0105	-0.0258	-0.1806
O	0.1438	-0.1731	-0.1071
O	-0.0078	0.0281	0.0586
O	-0.0124	0.0859	0.1733
O	-0.0427	0.0428	0.1295
O	-0.1108	-0.043	-0.4138
O	-0.0388	0.0414	-0.0901
O	0.0366	0.0061	-0.0279
O	-0.0186	-0.0123	-0.0478
O	0.004	-0.0066	-0.0917
O	-0.0306	-0.0201	-0.001
O	0.0299	-0.0267	-0.081
O	-0.1315	-0.1718	0.2282
O	0.0189	-0.0253	-0.0869
O	-0.0516	0.0191	0.0817
O	0.0024	-0.0911	-0.1835
O	0.0171	0.0331	-0.0495
O	0.0097	0.0308	0.1872
O	-0.0076	-0.0203	0.0963
O	0.0262	0.0036	0.0674
O	0.0153	-0.0165	-0.1767
O	-0.021	-0.0136	-0.1478
O	0.0158	-0.0056	0.1174
O	-0.1056	0.0969	0.0812
O	0.079	0.0966	-0.168
O	0.0144	-0.0493	-0.0758
O	0.1457	0.0457	0.0427
O	-0.0203	0.0669	0.3243
O	0.0074	-0.0039	-0.025
O	0.016	-0.0057	-0.0069
O	0.0418	0.0765	-0.0634
O	0.1389	-0.0437	0.1772
O	0.0373	0.0368	-0.0659
O	0.0196	0.0253	-0.038
O	-0.0239	0.0124	0.0267
O	0.0018	-0.0506	-0.0968
O	0.0564	-0.0466	-0.1741
O	-0.0833	-0.0334	0.195
O	0.0289	0.0668	-0.0558
O	0.0076	-0.0085	0.0398
O	-0.0057	0.0133	0.2408
O	-0.0283	0.0086	0.0145
O	0.0216	0.0164	-0.0733
O	-0.0195	0.0024	0.1793
O	-0.202	0.0909	0.3495
O	-0.0095	-0.0148	0.0234
O	-0.039	-0.012	-0.1023
O	-0.0027	-0.0086	0.1943
O	0.0106	0.0177	-0.1976
O	0.0676	-0.0049	-0.093
O	-0.0205	0.0029	-0.0063
O	-0.0337	0.0282	-0.111
O	-0.0549	0.0164	-0.0061
O	-0.037	0.0286	0.0807
O	-0.0172	0.0074	0.0151
O	0.0138	-0.0049	0.2201
O	0.0417	0.0512	0.1514
O	-0.0231	-0.0738	-0.0049
O	0.0585	0.0234	0.2163
O	0.0384	0.0434	-0.1395
O	-0.0086	-0.0305	-0.0745
O	-0.0377	-0.0152	-0.075
O	0.0437	-0.0703	-0.2073
O	-0.0275	0.0008	0.021
O	-0.033	-0.0079	-0.0415
O	-0.0419	0.0113	-0.0105
O	-0.0855	-0.0383	-0.1587
O	-0.0047	-0.0305	-0.0939

The program warned: the cutoff lies below the one the program advises for these potential files; the forces do not sum to zero within the program's tolerance; the exchange-correlation potential is rough where the density is thin.
